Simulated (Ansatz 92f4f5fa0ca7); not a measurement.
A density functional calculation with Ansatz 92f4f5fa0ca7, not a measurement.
Periodic cell of 157 atoms, Si96O55N6, from a study of silicon, its oxide and their interface. The atomic structure is a simulated model.

Settings
functional: r2SCAN
potential files: Ansatz norm-conserving
basis: plane waves
wave-function cutoff: 1300 eV
density cutoff ratio: 4
exchange-correlation grid ratio: 1
k mesh: 2 x 2 x 1, shifted by 0.5 0.5 0.5 of a step
self-consistency stop: 5e-08 eV per atom in the density residual
occupations: Fermi-Dirac, 0.05 eV
spin: none
net charge: 0

Cell vectors (angstrom)
a  10.88  0  0
b  0  10.88  0
c  0  0  22.7168

Atoms: element, x, y, z (angstrom)
Si  -0.1928  -0.2546  0.4039
Si  3.2854  2.1935  0.3519
Si  -0.5011  5.5285  -0.7078
Si  2.5071  8.1293  -0.0784
Si  6.8668  -0.4997  -0.3046
Si  8.4642  0.5804  1.0076
Si  4.5624  6.3309  -1.4684
Si  7.6464  7.2222  -0.9511
Si  1.4624  1.0919  1.2236
Si  4.7441  3.7404  3.0467
Si  0.907  6.9942  0.8051
Si  4.1425  9.3893  1.0393
Si  7.6892  2.3844  0.2028
Si  9.9492  4  1.0283
Si  5.8221  6.4879  0.7412
Si  9.043  7.8795  2.0169
Si  -0.215  2.5769  2.47
Si  2.5647  -0.0336  2.587
Si  0.4419  7.3061  2.973
Si  2.191  5.5141  2.1539
Si  6.6687  3.3838  2.435
Si  8.151  -0.9451  2.6839
Si  5.0726  7.9546  2.5071
Si  7.9152  5.5559  1.7639
Si  1.3444  3.5975  3.7106
Si  4.1214  1.2871  3.5866
Si  1.4221  9.3416  4.3029
Si  3.4796  6.783  3.6424
Si  7.0356  4.0018  6.1579
Si  10.3896  -0.3456  3.7067
Si  6.7806  8.9806  4.1602
Si  9.1871  5.9754  4.1071
Si  -0.0001  -0.3602  6.1531
Si  2.6135  2.3706  4.9433
Si  -0.125  4.7784  5.1518
Si  2.5746  7.7696  6.0163
Si  5.2244  -0.0182  5.2095
Si  8.5015  2.4515  4.4823
Si  4.8364  5.3536  5.4287
Si  8.1834  7.5293  5.7341
Si  1.6363  1.1745  6.8279
Si  3.4841  4.2946  6.8454
Si  1.2228  6.1604  6.902
Si  3.4859  9.8706  6.4794
Si  7.1097  1.3213  6.4407
Si  9.4065  3.191  6.6255
Si  6.4507  6.8091  6.7314
Si  9.3367  9.2504  6.9261
Si  0.2785  2.7297  8.0215
Si  2.7858  0.461  8.5796
Si  -0.1838  7.4538  8.1756
Si  2.346  5.3943  8.6559
Si  4.521  2.3168  7.6032
Si  8.2904  0.3528  8.1949
Si  4.4088  8.0697  7.4832
Si  8.4194  4.1359  8.344
Si  1.628  3.8111  9.9204
Si  4.3434  2.0569  9.9786
Si  1.0023  9.3427  10.0997
Si  3.8371  7.0999  9.6608
Si  6.1206  4.4948  8.1407
Si  9.5031  1.6893  9.4015
Si  6.2282  9.4386  9.5339
Si  8.9142  6.8552  10.0445
Si  -1.1054  -0.2813  11.9733
Si  3.1492  2.647  11.6333
Si  0.0051  5.6607  10.8967
Si  3.1764  8.9223  11.1861
Si  5.6861  0.229  11.0634
Si  8.3915  5.0383  11.1886
Si  5.1398  4.5436  10.9585
Si  7.5321  8.6081  11.2924
Si  0.9131  4.4036  14.9593
Si  9.8701  4.9284  13.8778
Si  6.4436  2.8954  12.7846
Si  7.744  13.1886  15.2915
Si  2.5877  -5.3379  12.4604
Si  11.779  -0.5363  14.023
Si  4.837  3.2109  15.2243
Si  9.8711  7.6075  15.1409
Si  0.464  0.9693  19.0057
Si  3.0735  7.4182  16.6992
Si  1.2572  6.3439  17.6765
Si  12.7638  -0.5279  16.9333
Si  7.2612  0.1733  13.474
Si  6.8885  -2.8022  14.1803
Si  16.2086  5.8383  16.0033
Si  13.4551  7.6672  13.4692
Si  8.2792  4.8591  16.2968
Si  11.4207  -1.0099  21.2366
Si  0.9809  14.8182  19.7267
Si  3.9405  3.7778  20.633
Si  13.1009  1.8886  14.8016
Si  20.9527  -3.6445  17.4684
Si  -0.7286  9.6702  18.5454
Si  5.7192  12.4797  21.3376
O  3.7516  3.8542  22.3824
O  0.1645  2.6767  19.2451
O  2.6415  3.7824  19.8665
O  4.5488  6.9178  17.2232
O  -2.0021  6.3956  -1.3042
O  0.0839  4.6361  -1.7865
O  -1.5088  3.1397  22.4869
O  3.1248  6.8644  -1.0008
O  5.7006  -0.62  23.5703
O  6.8326  2.8745  21.7127
O  6.7246  0.3506  -1.6393
O  25.3008  2.1682  15.5166
O  4.843  4.9678  20.0313
O  14.0375  9.1961  16.8239
O  1.2765  11.3113  20.3703
O  7.4868  8.8746  -0.8165
O  -1.7337  3.6788  9.8579
N  -2.5851  -0.9455  12.3933
O  7.8958  -8.0087  13.6986
O  1.0425  8.344  8.8465
O  1.1287  6.3384  12.018
N  -1.21  5.1479  12.238
O  1.5045  10.9248  9.7505
O  10.6478  -12.625  14.7089
O  4.7288  -4.8158  10.2938
N  6.2401  1.1222  12.5127
O  8.1622  0.7072  14.8286
N  3.5451  4.4366  11.5281
N  6.803  4.4471  11.8334
O  10.406  9.6566  10.7779
O  5.9669  7.0051  14.8133
O  1.9885  9.1459  13.3358
O  8.552  5.0174  14.8054
O  8.5619  3.2055  16.2512
O  3.124  7.2328  15.016
O  2.6385  2.0625  13.0788
O  5.0286  14.0202  13.4629
O  9.305  5.6653  17.2563
O  6.8393  -3.1155  12.5379
O  10.8602  0.4113  13.1029
O  11.7454  5.2649  18.8611
O  15.6444  2.2271  20.1467
O  15.2536  10.066  11.5775
O  0.5481  9.351  17.7934
O  11.6752  2.7945  15.0952
O  8.3167  8.0847  14.904
O  4.8186  1.6618  22.6991
O  10.5206  6.3885  14.3919
O  12.1759  5.1115  16.417
O  6.1421  2.1754  15.8843
O  -1.0486  11.3832  18.5211
O  1.516  11.8069  17.7531
O  6.7902  5.2327  16.487
O  9.1564  -2.3615  18.1676
N  12.6693  11.0532  15.1943
O  9.8134  0.9028  10.8267
O  6.5497  -12.1148  14.6998
O  -0.2855  9.343  20.0335
O  15.1781  4.6757  15.7711
O  12.9548  -1.4681  21.6276
O  23.7693  4.6124  13.7658

Results
free energy: -38505.252 eV
free energy less fixed offsets of N -289.75, O -463.61, Si -117.95 eV per atom: 54.998 eV
pressure: -1.84 GPa
stress xx, yy, zz, yz, xz, xy (GPa, positive in tension): 0.25, 3.26, 2.01, 0.9, -1.85, 0.23

Forces (eV/angstrom), in the order of the atoms: element, x, y, z
Si  -2.0769  0.0245  1.8965
Si  2.7319  3.0619  -0.081
Si  -2.0053  2.9052  3.1271
Si  2.158  1.9946  -2.0083
Si  2.6116  -3.7898  2.4394
Si  1.8839  -2.8819  -0.0552
Si  3.2725  -0.1551  -0.7448
Si  -4.795  2.6394  2.267
Si  -3.2851  2.3216  -1.6385
Si  -4.0721  0.0707  1.3306
Si  -2.0463  -1.1979  -0.4601
Si  0.4821  1.3653  1.8719
Si  3.2051  4.4681  2.5424
Si  -1.6827  2.6173  -1.1794
Si  1.2116  -0.8419  -0.6717
Si  0.637  -1.1184  -0.3348
Si  0.7375  -2.9238  1.346
Si  2.4322  -3.3257  1.8789
Si  -0.9598  0.8697  1.9428
Si  -0.1523  -1.2489  1.3217
Si  5.0501  -0.3801  -1.7159
Si  1.7425  0.5374  0.9204
Si  1.468  -0.1836  1.0389
Si  0.7752  -0.6126  1.4295
Si  -1.1888  2.8758  -1.0307
Si  1.0025  1.0253  0.3495
Si  -0.2009  -0.6878  -0.9339
Si  0.259  -0.6863  1.9648
Si  0.0319  -1.2584  -2.0384
Si  -1.0458  0.9271  -0.0911
Si  -2.1841  -0.1121  0.5869
Si  -0.9026  1.462  -1.1198
Si  1.288  1.0422  -2.6212
Si  1.1354  -0.3126  2.4923
Si  1.3347  -0.5443  1.7571
Si  0.5796  -0.1057  -2.1387
Si  1.7586  -0.5455  0.0845
Si  -1  0.0126  0.3393
Si  1.0243  0.794  -2.0909
Si  1.6181  1.6015  -2.6233
Si  -1.0646  0.873  -1.3198
Si  -0.5196  -1.2256  0.1896
Si  -2.1916  -0.8617  -1.7724
Si  0.225  1.1226  1.2879
Si  -1.3466  0.5825  -1.238
Si  1.0445  0.6991  -2.0285
Si  -4.0439  -1.8087  1.8781
Si  -0.7523  -1.4362  1.9284
Si  0.6765  -0.7201  1.414
Si  0.2398  -0.8821  1.5749
Si  -2.5348  1.0972  -0.6905
Si  2.0389  1.4818  -0.5736
Si  0.7458  -0.1386  0.5175
Si  -2.419  -2.9785  -1.1257
Si  2.0551  -0.8926  0.8286
Si  -0.6123  1.2469  1.3772
Si  -2.7152  -1.5997  0.6299
Si  2.8248  -1.5162  -1.4786
Si  1.628  3.1236  1.8342
Si  -3.3675  3.5079  -2.9593
Si  -0.1367  0.6702  1.0728
Si  2.5188  1.1886  2.0857
Si  1.2708  0.856  -0.7258
Si  1.1805  1.5952  -1.4356
Si  1.3193  1.4435  -2.2008
Si  -2.7736  1.5953  1.8152
Si  0.6353  -0.5724  1.9511
Si  1.0335  -0.983  0.7086
Si  -2.9059  0.3429  -0.8696
Si  -2.3349  -2.6905  -0.3591
Si  1.3694  0.6578  -2.5186
Si  0.8629  0.4299  0.9393
Si  -0.4053  0.1599  0.0786
Si  0.9647  0.9421  0.9879
Si  3.6751  0.1711  -1.3409
Si  -1.093  -3.8128  -2.4645
Si  -1.862  0.2794  2.5262
Si  -2.3033  -6.0932  1.2243
Si  -0.321  -4.8026  -1.0101
Si  0.0031  5.5422  0.8675
Si  0.9482  4.5551  2.0811
Si  1.75  3.3356  -0.9944
Si  -1.2268  -3.6319  -0.827
Si  -0.9494  -0.4832  -0.9606
Si  1.3571  -5.563  3.9777
Si  0.3554  3.6926  -0.2759
Si  3.4467  7.1995  1.2429
Si  3.0697  -0.9169  -0.7371
Si  2.5349  -1.1924  2.6989
Si  3.5667  3.7363  -0.602
Si  0.3154  1.1173  0.4137
Si  4.3683  -3.1683  2.5427
Si  -4.4488  -1.3627  -3.2602
Si  -2.2882  -0.4891  -2.7155
Si  -3.5011  2.9777  1.7998
Si  -0.7705  4.4044  -1.421
O  -1.3656  -1.982  -2.7401
O  0.9536  -2.4067  -0.3805
O  -5.8889  -0.6612  -1.3435
O  0.7156  -2.4465  -2.652
O  4.717  -2.2861  -0.493
O  2.0246  -2.2715  -1.7292
O  -3.6154  -1.7272  0.0296
O  -1.288  0.232  -0.7537
O  -1.3437  -1.1019  -1.9855
O  -1.9649  -1.4601  -2.2146
O  -2.4541  0.5471  -1.477
O  4.0153  2.6003  1.532
O  -0.8804  1.9758  2.6989
O  -2.9415  0.2682  0.9018
O  -2.744  -0.4831  -1.5012
O  0.0319  0.2705  -0.3597
O  -1.6086  -0.6227  0.7766
N  -0.571  1.3807  0.6421
O  -2.8722  0.1526  0.2982
O  -0.661  0.001  0.5234
O  0.6572  -0.6365  -1.7725
N  0.2882  -1.1545  -0.5498
O  0.9012  -0.6013  -1.9403
O  1.3743  0.1247  -0.4826
O  5.2618  -3.3521  2.8772
N  1.0997  0.3644  -0.4112
O  -1.1655  2.0886  -0.5801
N  -1.5846  -0.0674  2.9887
N  -1.403  -1.2958  -0.6972
O  1.8573  -3.1807  0.5912
O  -3.5471  -4.5938  2.9011
O  -2.2913  2.1933  1.0312
O  -0.1145  1.8437  -4.085
O  0.61  0.7853  2.6304
O  -1.2702  0.7501  0.5919
O  -0.8018  -0.7295  1.2029
O  -0.6735  1.674  4.7378
O  -0.6145  0.7892  0.8255
O  0.1154  0.2101  0.5058
O  -0.4979  -1.6135  -1.2481
O  1.4796  1.7755  -1.6278
O  -0.3058  1.3021  1.8027
O  -0.7731  0.1522  -0.2351
O  6.584  1.3065  -5.0786
O  3.5134  -2.3989  0.4194
O  2.2504  -2.319  -0.1813
O  -0.7699  -1.7154  -0.1934
O  0.6539  0.9577  -1.2638
O  -0.1471  0.8341  -0.7436
O  -1.0348  3.4278  -2.2607
O  1.382  -3.3621  0.4979
O  1.3887  -2.4305  -1.026
O  -4.2485  0.4112  0.9636
O  -0.8506  -2.4284  -0.761
N  0.7854  1.8821  2.2614
O  -1.5997  3.3264  -0.2205
O  -0.4303  1.1284  -4.3612
O  -1.399  -1.9558  0.8998
O  0.7224  -2.2632  -1.1878
O  -0.5047  -2.3005  -0.0553
O  0.8737  0.5819  -0.4565
